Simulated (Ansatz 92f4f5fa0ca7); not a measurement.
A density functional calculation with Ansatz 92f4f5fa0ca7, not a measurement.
Periodic cell of 224 atoms, Si128O64H32, with a vacuum gap, from a study of silicon, its oxide and their interface. The atomic structure is a simulated model.

Settings: functional r2SCAN; potential files Ansatz PAW; basis plane waves; wave-function cutoff 800 eV; density cutoff ratio 5; exchange-correlation grid ratio 1; k mesh 1 x 1 x 1, shifted by 0.5 0.5 0 of a step; self-consistency stop 1e-11 eV per atom in the density residual; occupations fixed; spin none; net charge 0; applied field sawtooth along c, amplitude -0.015 V/angstrom in the program's sign convention, ramp centred at 0.9878 of c and 0.0244 of c wide, no dipole correction.

Cell vectors (angstrom)
a, 10.887, 0, 0
b, 0, 10.887, 0
c, 0, 0, 41.0272

Atoms and the computed forces on them: element, x, y, z (angstrom), force x, y, z (eV/angstrom)
Si, -1.0973, 3.1296, 22.6127, -0.0026, 0.0021, -0.0379
Si, 6.8075, 4.3765, 14.902, 0.0005, -0.0025, -0.0296
Si, 4.114, 7.3992, 24.0295, -0.0001, 0.0108, -0.0396
Si, 3.8653, 6.1045, 18.6018, -0.0002, 0.0047, -0.0571
Si, 3.9773, -1.2658, 27.7847, -0.0055, -0.0005, -0.0115
Si, 10.9633, 2.8843, 28.5005, 0.0066, 0.0092, -0.004
Si, -0.7917, 4.7448, 27.2301, -0.0104, -0.0123, -0.0152
Si, 9.4723, 11.2008, 25.0016, -0.004, 0.0086, -0.0362
Si, 5.7786, 1.096, 26.9897, 0.0106, -0.0072, -0.024
Si, 4.6314, 2.8045, 21.6865, -0.0013, 0.0042, -0.0549
Si, 2.4237, 8.3333, 26.4938, -0.0034, 0.0043, -0.0142
Si, 1.9601, 12.7931, 27.4332, -0.0057, -0.0214, -0.0102
Si, 8.4445, -5.0646, 21.9086, 0.0027, 0.0059, -0.0481
Si, 8.8838, 3.1648, 24.8019, -0.001, -0.0074, -0.0334
Si, 5.5456, 8.1851, 28.706, 0.0067, 0.0166, -0.0121
Si, 9.0938, 9.1835, 27.4663, 0.0136, 0.017, -0.0073
Si, 1.5494, -0.0327, 24.9897, 0.0021, -0.0079, -0.0389
Si, 5.1973, 2.78, 28.5317, -0.0115, -0.004, -0.0071
Si, -0.0647, 8.1862, 28.7031, -0.0069, -0.0059, -0.0186
Si, 2.6063, 5.4744, 28.7188, -0.0161, -0.0071, -0.0116
Si, 1.0255, 6.5787, 27.4113, 0.0089, 0.0118, 0.0017
Si, 8.1231, -0.0472, 28.7318, -0.0072, -0.0194, -0.0142
Si, 7.1257, 7.3718, 24.1462, 0.0094, -0.0007, -0.0471
Si, 8.2799, 5.6024, 28.5341, 0.0085, 0.0124, -0.0053
Si, 1.3358, 4.1045, 30.1119, -0.0022, -0.0072, 0.002
Si, 4.1059, 1.4947, 30.1945, -0.0117, -0.0091, 0.0034
Si, 1.276, 9.5809, 30.0632, 0.0031, 0.002, 0.0119
Si, 4.1201, 6.7863, 29.9696, 0.0066, 0.0117, 0.0141
Si, 6.8075, 4.0977, 29.7613, -0.0009, 0.0106, 0.013
Si, 9.5496, 1.446, 29.8741, 0.0153, -0.0119, 0.0082
Si, 6.777, 9.5725, 30.1653, 0.0008, -0.0071, -0.0047
Si, 9.505, 6.8617, 30.1145, 0.0048, 0.0037, 0.0049
Si, -0.0757, 0.0519, 31.3752, -0.0042, 0.0025, 0.0184
Si, 2.6961, 2.7791, 31.4983, -0.0086, 0.0056, 0.0125
Si, -0.0203, 5.4735, 31.4334, -0.009, 0.0147, 0.0168
Si, 2.7272, 8.1765, 31.3212, -0.0193, 0.0201, 0.0281
Si, 5.4314, 0.0594, 31.481, 0.0034, -0.0156, 0.0072
Si, 8.1443, 2.767, 31.2384, 0.0178, -0.0137, 0.0463
Si, 5.4755, 5.3899, 31.2858, -0.0273, 0.0164, 0.0348
Si, 8.1551, 8.1933, 31.4704, -0.0066, 0.0103, 0.0104
Si, 1.3424, 1.3404, 32.7487, 0.0079, 0.0023, 0.1663
Si, 4.1288, 4.1096, 32.7698, -0.0036, -0.0115, 0.1989
Si, 1.3941, 6.8212, 32.7454, -0.0056, -0.0099, 0.1958
Si, 4.0574, 9.518, 32.7296, 0.0355, 0.0111, 0.1587
Si, 6.8593, 1.4084, 32.7396, -0.0296, 0.0033, 0.1981
Si, 9.4861, 4.0728, 32.6937, 0.0224, 0.0138, 0.1782
Si, 6.7971, 6.7494, 32.707, 0.039, 0.035, 0.1667
Si, 9.5304, 9.5503, 32.794, 0.0039, -0.0171, 0.1849
Si, -0.0283, 2.7055, 34.0488, 0.0056, 0.0011, 0.3636
Si, 2.7035, -0.0372, 34.1006, -0.0319, 0.0376, 0.3155
Si, 0.0347, 8.1661, 34.1317, 0.0145, 0.1087, 0.1459
Si, 2.7588, 5.4573, 34.1132, 0.057, 0.124, 0.3003
Si, 5.4778, 2.7247, 34.132, 0.071, 0.0687, 0.1473
Si, 8.1756, 0.0199, 34.1309, 0.092, 0.0126, 0.3228
Si, 5.444, 8.1287, 34.033, -0.0868, -0.0089, 0.3357
Si, 8.1706, 5.4216, 34.0876, -0.0918, -0.0443, 0.2589
Si, 1.3606, 4.0334, 6.8699, -0.0731, -0.136, -0.3406
Si, 4.1007, 1.2956, 6.9204, -0.1334, -0.1031, -0.2392
Si, 1.3983, 9.5021, 6.9907, 0.0221, 0.0193, -0.2166
Si, 4.1351, 6.8096, 6.9261, 0.0937, -0.032, -0.4175
Si, 6.8679, 4.068, 6.9663, 0.0929, 0.0581, -0.2894
Si, 9.585, 1.3424, 6.9447, 0.0192, -0.0002, -0.3527
Si, 6.8106, 9.4589, 6.8837, 0.001, -0.0736, -0.3049
Si, 9.5463, 6.7594, 6.9382, -0.0478, -0.0389, -0.1225
Si, 0.0282, -0.0247, 8.338, -0.0256, -0.0344, -0.1709
Si, 2.6762, 2.6322, 8.2349, 0.002, -0.009, -0.1932
Si, 0.0293, 5.358, 8.272, -0.0183, 0.0132, -0.1946
Si, 2.7988, 8.1328, 8.3109, -0.0484, -0.02, -0.1735
Si, 5.4552, -0.1172, 8.2639, 0.0256, 0.0364, -0.2005
Si, 8.2536, 2.6866, 8.3026, -0.0129, -0.0083, -0.1714
Si, 5.5157, 5.4691, 8.275, -0.0107, 0, -0.1653
Si, 8.1813, 8.1395, 8.2872, 0.0183, 0.0047, -0.1839
Si, 1.3836, 1.2887, 9.7455, 0.0092, 0.0159, -0.0339
Si, 4.103, 4.021, 9.429, 0.0125, -0.009, -0.0056
Si, 1.4286, 6.7166, 9.5632, 0.0092, -0.0098, -0.0162
Si, 4.1382, 9.4514, 9.7391, 0.023, -0.0112, -0.0371
Si, 6.9181, 1.2016, 9.5172, -0.0045, 0.0085, -0.0105
Si, 9.6248, 3.9928, 9.7239, 0.0029, -0.0035, -0.0236
Si, 6.8655, 6.802, 9.7161, 0.0023, -0.0127, -0.0232
Si, 9.552, 9.4779, 9.6619, 0.0063, -0.0072, -0.0202
Si, 0.0424, 2.6038, 11.2027, -0.0018, 0.0057, -0.0147
Si, -0.4483, -0.6919, 13.7826, 0.0001, 0.0059, -0.031
Si, 0.0748, 8.0628, 10.9041, -0.0022, 0, 0.0006
Si, 2.8046, 5.3158, 10.8473, 0.0028, -0.0001, 0.0026
Si, 5.4699, 2.5882, 10.6155, 0.0025, 0.0082, 0.0056
Si, 6.7742, 3.8903, 11.9775, -0.0152, -0.0178, 0.0245
Si, 5.5297, 8.1498, 11.1709, 0.0059, -0.0119, -0.0139
Si, 8.2647, 5.4044, 11.0136, -0.0018, 0.0028, -0.0166
Si, 0.3471, 3.2555, 18.2817, 0.0038, 0.0066, -0.0617
Si, 2.7369, -0.1166, 11.1056, 0.0001, 0.0085, -0.0183
Si, 1.3349, 9.3383, 12.435, -0.0075, -0.021, 0.0132
Si, 1.9029, 3.6902, 22.6756, -0.0046, 0.0074, -0.052
Si, 7.6048, 2.4108, 13.6068, 0.0142, 0.0046, -0.0082
Si, 2.9151, -1.1382, 22.5415, 0.0006, 0.006, -0.0498
Si, 8.2082, 10.8365, 11.0707, -0.0001, 0.0033, 0.0059
Si, 4.11, 6.6309, 12.2937, -0.008, -0.0137, 0.0154
Si, -1.3932, 1.2512, 12.6205, -0.0112, -0.0083, 0.009
Si, 3.4579, 3.0802, 13.457, -0.0091, -0.0068, -0.0256
Si, -2.1437, 8.4465, 13.6891, -0.0068, -0.0061, -0.0089
Si, -5.7838, 15.6747, 13.3417, 0.0103, 0.0157, 0.0022
Si, 5.395, 3.7625, 17.5924, 0.0147, -0.0043, -0.0733
Si, 6.9132, -1.3495, 12.5959, 0.0054, 0.0108, 0.0126
Si, 11.4858, 5.6924, 13.6084, -0.001, -0.0063, -0.0096
Si, 9.7054, 6.7298, 12.3626, 0.015, 0.0069, 0.0177
Si, -41.3811, 11.6815, 18.0152, -0.0024, -0.0025, -0.0559
Si, -9.314, 25.7665, 12.3643, 0.0111, 0.007, 0.0122
Si, -9.648, 5.5405, 20.3185, 0.0039, 0.0025, -0.0473
Si, -2.5089, 20.7062, 22.7668, 0.0015, -0.0024, -0.0523
Si, 21.9895, 9.7401, 16.8369, 0.0055, 0.0006, -0.0586
Si, -11.3834, -3.7327, 20.1539, -0.0011, -0.0019, -0.0407
Si, 25.6334, 15.2191, 24.9181, -0.0068, 0.011, -0.0409
Si, 10.9936, -11.8658, 21.079, -0.0044, -0.0009, -0.0441
Si, 0.2761, 5.3573, 15.957, -0.0111, 0.0078, -0.0502
Si, -3.4949, -14.3363, 27.3168, -0.0157, -0.0101, -0.0206
Si, -17.5095, 12.2182, 12.152, 0.0148, 0.0075, 0.0151
Si, -2.3741, -3.9293, 15.5149, -0.0037, -0.0189, -0.053
Si, -6.4941, 11.1323, 20.2033, -0.0084, -0.0005, -0.053
Si, 3.4708, 14.7212, 27.3048, 0.0074, 0.004, 0.0145
Si, -5.1082, 24.7051, 24.4679, 0.0061, -0.002, -0.0358
Si, 4.163, -9.3943, 15.9826, 0.0065, 0.0019, -0.057
Si, -3.6553, -11.5613, 19.9482, 0.0038, -0.0087, -0.0485
Si, -8.2293, 0.2014, 28.9484, 0.0127, 0.002, -0.0134
Si, -15.7755, 26.756, 20.1348, -0.0054, -0.0001, -0.0593
Si, 2.3727, 7.4317, 16.5402, -0.0045, 0.0021, -0.0589
Si, -1.3835, 1.4255, 20.0221, 0.0046, 0.0011, -0.0525
Si, -4.9441, 0.6176, 13.636, -0.0018, -0.0087, -0.0234
Si, -13.0971, 8.1682, 18.0496, -0.0029, -0.0037, -0.0682
Si, 13.2032, 7.4633, 13.5458, 0.0015, 0.0089, -0.0212
O, 3.0547, -42.9938, 16.6776, -0.0113, 0.0003, 0.0312
O, -10.2479, 15.1807, 19.4786, 0.0047, 0.0148, 0.0345
O, 7.1388, -14.7304, 25.7274, 0.004, 0.0003, 0.0409
O, -12.3997, -0.91, 26.0434, -0.0028, -0.0144, 0.0284
O, -25.0227, -15.6676, 23.2777, -0.012, 0.0102, 0.0293
O, -23.486, -19.9942, 25.6388, 0.0007, -0.0016, 0.0171
O, -11.0292, 22.2035, 20.3447, 0.0017, -0.0061, 0.0208
O, -1.2838, 26.1125, 25.6968, 0.0099, 0.0152, 0.0352
O, -20.4998, 8.5345, 16.9005, -0.0025, 0.0035, 0.0207
O, -24.9017, -12.8514, 19.1364, -0.0097, 0.0152, 0.0286
O, 16.4205, 13.2561, 22.9593, 0.0056, 0.0074, 0.0401
O, 1.6849, -8.5483, 18.1406, -0.0035, 0.0031, 0.02
O, 10.9726, 11.1605, 24.3738, 0.0022, -0.0011, 0.0156
O, -27.7422, -8.614, 17.1955, 0.002, 0.0102, 0.0284
O, -6.8013, -5.0999, 24.1779, -0.0014, -0.0128, 0.0188
O, 0.0591, 10.3712, 15.3467, 0.006, -0.0044, 0.041
O, -5.6711, 6.265, 19.5001, 0.0078, -0.0032, 0.0247
O, -12.2597, -25.6814, 18.7871, 0.0148, -0.006, 0.0365
O, -7.4997, 2.5623, 15.0334, 0.0035, -0.011, 0.0328
O, 0.0448, -13.0935, 20.0352, 0.0006, 0.0083, 0.0203
O, -18.7036, -10.5984, 19.2665, 0.0182, -0.005, 0.0347
O, 4.8812, 12.6432, 20.5028, 0, 0.0111, 0.025
O, 12.4309, 20.7158, 21.74, 0.0145, -0.0022, 0.025
O, -7.658, -2.7005, 22.9119, 0.0073, -0.0118, 0.0212
O, -5.8233, -17.468, 21.2702, -0.0069, -0.012, 0.0285
O, -8.2849, -4.8602, 19.5951, -0.0187, -0.0023, 0.0289
O, 8.09, 8.5815, 23.7464, -0.0063, -0.0106, 0.0203
O, 14.4908, 29.1225, 17.5923, 0.0073, -0.0069, 0.0292
O, -14.0054, 29.2837, 16.8643, 0.0025, 0.0099, 0.0415
O, -7.8487, 24.564, 21.9583, -0.0047, 0.0045, 0.0232
O, -23.1381, 15.5428, 22.1325, 0.0014, -0.0097, 0.0203
O, -14.5221, 22.4254, 27.5053, -0.0057, 0.0076, 0.011
O, -23.3305, -3.8137, 21.4013, -0.0123, -0.0054, 0.025
O, 20.0658, -8.6827, 21.4162, 0.0019, 0.0115, 0.036
O, 17.1073, 14.7479, 18.9812, 0.0031, 0.0079, 0.0379
O, 35.369, -11.1081, 23.8704, -0.0086, 0.0072, 0.0315
O, 18.2032, -11.815, 21.5595, 0.0083, -0.0031, 0.0338
O, 9.6533, 41.9157, 17.3411, -0.0087, -0.0056, 0.0245
O, 12.5405, 5.064, 21.8328, 0.0082, -0.0166, 0.0339
O, -16.9367, 32.4349, 26.8175, 0.0029, 0.0077, 0.0108
O, -8.9802, 1.2253, 25.9352, 0.0013, 0.0173, 0.0276
O, 5.6826, -0.4652, 19.5272, 0, 0.0028, 0.018
O, 5.2074, 11.4712, 15.133, -0.0126, 0.0053, 0.0327
O, 5.7568, -9.2171, 25.4795, -0.0023, -0.0093, 0.0339
O, -18.8464, -3.144, 15.059, -0.0006, -0.0011, 0.0379
O, 9.8626, 9.6788, 22.1859, -0.01, 0.0018, 0.025
O, 13.3228, -17.8845, 24.2025, 0.0227, 0.0043, 0.0387
O, -13.601, 33.2644, 19.5932, 0.0015, 0.0007, 0.019
O, -11.8177, -19.3935, 18.7897, -0.0098, -0.0107, 0.0285
O, -10.0855, -10.9227, 17.8345, 0.0048, 0.0062, 0.0214
O, 16.5229, -13.9689, 23.7168, 0.0014, -0.0011, 0.0121
O, 1.6275, -15.7847, 16.6134, 0.006, 0.0049, 0.0233
O, -3.0777, -5.2227, 14.8229, 0.0083, 0.0198, 0.0211
O, -3.486, 16.3156, 20.7483, 0.0121, 0.0028, 0.0261
O, -10.8855, -6.8755, 16.8652, 0.0029, -0.0208, 0.0433
O, 14.9511, 10.3648, 21.5945, -0.0065, -0.0088, 0.0298
O, 31.728, -4.4447, 16.0897, -0.0021, 0.0003, 0.0193
O, 3.6091, -2.971, 25.4589, -0.0051, 0, 0.0246
O, 8.4055, 0.2037, 23.7779, 0.0057, 0.0062, 0.027
O, 11.3961, 13.7674, 22.7021, -0.0012, -0.0024, 0.0165
O, 6.4268, 15.1535, 16.4667, -0.0208, -0.0056, 0.0509
O, 23.2134, -12.3163, 25.8121, 0.0017, -0.0062, 0.0183
O, 36.7563, 15.6234, 17.7362, -0.004, 0.0063, 0.0243
O, 7.2925, -29.1331, 24.6547, -0.0091, -0.0002, 0.0148
H, -0.8217, 1.8563, 34.9812, 0.2934, 0.4314, -0.2458
H, 0.8117, 3.5086, 34.9812, -0.3096, -0.1252, -0.2805
H, 3.5444, 0.765, 35.033, -0.2515, -0.1822, -0.2917
H, 1.895, -0.8721, 35.033, 0.3505, 0.4195, -0.2461
H, -0.7778, 7.3351, 35.0642, 0.2292, 0.2501, -0.2996
H, 0.8649, 8.9795, 35.0642, -0.3911, -0.3798, -0.2263
H, 3.5878, 6.2719, 35.0456, -0.4518, -0.3086, -0.1759
H, 1.9445, 4.6281, 35.0456, 0.2141, 0.1941, -0.2953
H, 6.3135, 3.5323, 35.0644, -0.3925, -0.3128, -0.2118
H, 4.6713, 1.8878, 35.0644, 0.2182, 0.2049, -0.3097
H, 7.3784, -0.8257, 35.0633, 0.0966, 0.3441, -0.2627
H, 9.0232, 0.8152, 35.0633, -0.3957, -0.3336, -0.1906
H, 6.2768, 8.9394, 34.9654, -0.2064, -0.2468, -0.3052
H, 4.6254, 7.3037, 34.9654, 0.3364, 0.4092, -0.2354
H, 9.0038, 6.2318, 35.02, -0.2596, -0.2335, -0.3159
H, 7.3646, 4.5842, 35.02, 0.3148, 0.3805, -0.2416
H, 2.1749, 4.8627, 5.9375, -0.1359, -0.2561, 0.3164
H, 0.5206, 3.2303, 5.9375, 0.3545, 0.4193, 0.1832
H, 4.9071, 2.1325, 5.9879, -0.1908, -0.2226, 0.3127
H, 3.2597, 0.4934, 5.9879, 0.4553, 0.2677, 0.1723
H, 2.2068, 10.3369, 6.0583, -0.3518, -0.332, 0.2683
H, 0.5681, 8.6887, 6.0583, 0.2925, 0.2188, 0.2955
H, 4.9537, 7.6346, 5.9936, -0.4384, -0.3809, 0.232
H, 3.3061, 5.9951, 5.9936, 0.2308, 0.172, 0.3225
H, 6.0321, 3.2604, 6.0339, 0.2247, 0.1977, 0.317
H, 7.6738, 4.9054, 6.0339, -0.2838, -0.456, 0.2176
H, 8.7375, 0.5471, 6.0123, 0.25, 0.1659, 0.3111
H, 10.3785, 2.1915, 6.0123, -0.2546, -0.4874, 0.2566
H, 7.6078, 10.3046, 5.9512, -0.204, -0.1927, 0.3062
H, 5.9777, 8.6483, 5.9512, 0.5216, 0.293, 0.2023
H, 8.7131, 5.9491, 6.0057, 0.3386, 0.3714, 0.2398
H, 10.3588, 7.5904, 6.0057, -0.2041, -0.2951, 0.2823

Results
free energy: -118874.373 eV
free energy less fixed offsets of H -15.71, O -570.45, Si -639.56 eV per atom: 0.827 eV

The program warned: the cutoff lies below the one the program advises for these potential files; the forces do not sum to zero within the program's tolerance; empty levels may hold ghost states of the PAW files; the exchange-correlation potential is rough where the density is thin.
